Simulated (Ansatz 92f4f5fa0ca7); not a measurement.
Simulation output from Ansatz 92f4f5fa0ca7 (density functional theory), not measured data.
Periodic cell of 153 atoms, Si99O54, from a study of silicon, its oxide and their interface. The atomic structure is a simulated model.

Settings: functional r2SCAN; potential files Ansatz norm-conserving; basis plane waves; wave-function cutoff 1300 eV; density cutoff ratio 4; exchange-correlation grid ratio 1; k mesh 2 x 2 x 1, shifted by 0.5 0.5 0.5 of a step; self-consistency stop 5e-08 eV per atom in the density residual; occupations Fermi-Dirac, 0.05 eV; spin none; net charge 0.

Cell vectors (angstrom)
a, 11.54, 0, 0
b, 0, 11.54, 0
c, 0, 0, 19.7179

Atoms and the computed forces on them: element, x, y, z (angstrom), force x, y, z (eV/angstrom)
Si, 0.3828, 0.2715, 0.1542, 0.2784, -0.47, -0.4097
Si, -0.247, 4.2911, 0.3722, -0.1299, -0.0789, -0.3929
Si, -0.1312, 7.4002, -0.049, -0.0819, -0.3195, -0.5882
Si, 4.1402, -0.7827, -0.0253, 0.0222, 0.938, -0.279
Si, 3.5419, 3.8191, 0.1053, -0.4749, 0.1079, -0.5654
Si, 3.6728, 6.9808, 0.135, -0.2453, -0.1609, -0.5958
Si, 7.9813, -0.0684, -0.6135, 0.0675, -0.0293, -0.3635
Si, 7.6184, 4.3364, 0.2364, 0.3178, 0.4405, -0.4809
Si, 7.3462, 7.502, 0.2511, -0.3725, -0.3194, 0.0089
Si, 2.1902, -0.1677, 1.5467, 0.0956, -0.1366, -0.3863
Si, 1.7505, 3.7579, 1.5811, -0.1303, 0.1476, -0.3988
Si, 1.7618, 7.6094, 1.3815, 0.2144, 0.0565, -0.2203
Si, 6.023, 0.0699, 1.0762, -0.0965, -0.2611, -0.1588
Si, 5.601, 3.7176, 1.3321, 0.0276, 0.098, -0.217
Si, 5.4699, 7.6829, 1.5998, 0.0441, -0.05, -0.1311
Si, 9.7168, 0.274, 1.1236, 0.2271, 0.0902, -0.0767
Si, 9.4403, 3.9945, 1.6941, 0.0788, 0.0518, -0.1764
Si, 9.5017, 7.8827, 1.3133, -0.035, -0.0114, -0.45
Si, 1.9527, 1.8098, 2.8411, 0.1317, -0.1061, -0.0178
Si, 1.8149, 5.7495, 2.8592, 0.0234, -0.0497, 0.1884
Si, 1.9276, 9.5054, 2.8317, -0.1893, -0.1733, 0.0272
Si, 5.7938, 1.8398, 2.6974, 0.037, -0.0073, -0.2965
Si, 5.6307, 5.6855, 2.8203, 0.0547, 0.0331, 0.2201
Si, 5.7561, 9.752, 2.702, -0.1783, -0.0911, -0.1081
Si, 9.569, 1.9565, 2.7844, 0.016, -0.0041, -0.0464
Si, 9.5085, 5.9908, 2.8544, -0.1779, 0.2106, 0.2991
Si, 9.629, 9.8538, 2.5911, 0.0856, -0.1164, -0.0541
Si, -0.0111, 1.894, 4.1278, 0.0602, -0.2382, 0.0285
Si, -0.0986, 5.8395, 4.2276, -0.0287, -0.0001, -0.2321
Si, -0.0496, 9.6668, 4.0842, 0.0134, 0.0389, -0.0338
Si, 3.8951, 1.8904, 4.1271, -0.1367, 0.0237, 0.0655
Si, 3.7573, 5.7576, 4.2407, 0.0907, 0.0299, -0.2551
Si, 3.8703, 9.6337, 4.1509, -0.0056, 0.2486, -0.0188
Si, 7.6552, 1.9202, 4.1305, 0.0015, -0.0746, 0.1064
Si, 7.5866, 5.8396, 4.2033, 0.0434, -0.0074, -0.2229
Si, 7.7184, 9.7002, 4.0409, 0.041, -0.0311, -0.1583
Si, 0.0256, 0.0035, 5.5191, -0.1352, -0.0422, 0.0264
Si, -0.0265, 3.8305, 5.4758, -0.0855, 0.048, -0.0141
Si, -0.0671, 7.8024, 5.5118, -0.1121, -0.0619, 0.0205
Si, 3.8562, 0.0074, 5.5355, -0.1526, 0.0108, 0.0799
Si, 3.8283, 3.793, 5.5178, 0.0491, -0.1187, -0.0199
Si, 3.8483, 7.7417, 5.5391, 0.0991, -0.0633, 0.0193
Si, 7.7078, 0.0019, 5.5098, 0.0216, 0.0417, 0.0243
Si, 7.6796, 3.8538, 5.4785, 0.1357, 0.2236, -0.1153
Si, 7.6556, 7.8151, 5.4945, 0.0252, -0.0217, 0.016
Si, 1.9285, 0.039, 6.9217, 0.1368, 0.1555, -0.084
Si, 1.8864, 3.856, 6.8532, 0.2262, -0.0256, -0.0254
Si, 1.8691, 7.8129, 6.8396, 0.0321, 0.0829, -0.0627
Si, 5.7944, -0.0496, 6.8865, -0.1668, -0.0384, -0.1439
Si, 5.7808, 3.8288, 6.8263, -0.1223, 0.1008, -0.0469
Si, 5.7754, 7.7877, 6.9076, -0.0787, 0.0111, 0.0075
Si, 9.653, 0.0499, 6.8801, -0.0121, -0.1888, 0.3524
Si, 9.6067, 3.8013, 6.835, 0.0743, 0.0285, 0.3694
Si, 9.574, 7.7946, 6.8885, 0.0331, -0.0864, 0.4
Si, 1.945, 1.9888, 8.2764, -0.3649, -0.1534, 0.1749
Si, 1.9058, 5.8602, 8.1186, -0.1995, -0.1051, 0.0065
Si, 1.9672, 9.6666, 8.297, -0.1809, -0.0302, 0.1405
Si, 5.9536, 1.8924, 8.152, 0.2081, 0.1476, 0.1263
Si, 5.695, 5.7823, 8.1256, 0.3289, -0.0561, -0.0822
Si, 5.6879, 9.6534, 8.3777, 0.2246, 0.0481, 0.254
Si, 9.6888, 1.9331, 8.345, 0.1674, 0.0926, 0.1594
Si, 9.6164, 5.7563, 8.1522, -0.091, -0.0782, -0.4646
Si, 9.6321, 9.7253, 8.3483, 0.0373, 0.0694, -0.2314
Si, 0.11, 2.1084, 9.8443, -0.0999, 0.0795, 0.4842
Si, 0.0288, 5.8486, 9.4942, 0.0638, 0.1968, 0.3912
Si, 0.1226, 9.8609, 9.715, -0.1628, 0.0703, 0.3743
Si, 4.0233, 1.9936, 9.3493, -0.081, -0.1783, 0.0913
Si, 3.7869, 5.9854, 9.4691, 0.0079, 0.1157, 0.0396
Si, 3.7617, 9.6161, 9.8223, 0.0918, -0.1827, 0.1745
Si, 7.7505, 1.7198, 9.7355, 0.0506, -0.0902, 0.3788
Si, 7.6188, 5.5076, 9.3838, 0.0842, -0.1014, 0.3563
Si, 7.6524, 9.6461, 9.7078, -0.0955, -0.0962, 0.4046
Si, -0.1244, 0.2082, 11.2727, -0.2972, -0.0152, 0.08
Si, -0.3915, 4.2419, 11.1855, -0.276, 0.4647, 0.1864
Si, -0.337, 7.8223, 10.7458, -0.2899, -0.4023, 0.2114
Si, 3.8935, 0.202, 10.8156, 0.2017, 0.0345, 0.4811
Si, 3.9037, 3.9791, 10.5221, -0.0552, 0.0838, 0.6705
Si, 3.9272, 7.5968, 11.2941, 0.1169, -0.1316, 0.455
Si, 8.1946, -0.1929, 11.3411, -0.1364, -0.2818, 0.11
Si, 7.9764, 3.6708, 10.9711, 0.1689, 0.203, 0.0407
Si, 8.0133, 7.4657, 10.5112, 0.4395, -0.1402, 0.1903
Si, 2.4962, 6.6356, 13.9973, 0.0578, 0.0541, 0.5098
Si, 8.4344, 4.4715, 16.8139, -0.1025, 0.0146, -0.3057
Si, 6.553, 6.9427, 13.0021, 0.2261, 0.1746, 0.2925
Si, 7.4284, -0.1993, 14.4796, 0.089, 0.1629, 0.3499
Si, 14.644, 3.6772, 13.3577, 0.0162, 0.1751, 0.3967
Si, 8.6634, 9.5961, 16.7776, -0.0062, -0.0998, -0.3455
Si, 4.233, -2.6604, 15.3518, -0.0662, -0.01, -0.1116
Si, -0.3813, 6.4723, 13.4646, 0.0649, 0.0931, 0.233
Si, -0.0557, 9.6496, 17.687, 0.0206, 0.0814, -0.2406
Si, 4.6736, -0.423, 13.6105, 0.1259, -0.2197, 0.4998
Si, -2.9479, 1.6914, 16.4595, -0.0275, 0.0101, -0.4266
Si, 13.477, 2.136, 17.6902, -0.0209, 0.1552, -0.2958
Si, -5.676, 4.0588, 12.7818, -0.0706, 0.0202, 0.3076
Si, -3.0856, 7.0136, 15.2157, -0.0979, -0.0727, 0.2272
Si, 2.0439, 0.9542, 13.0708, -0.064, -0.1923, 0.2023
Si, 2.5674, 11.026, 16.9572, 0.1764, -0.1709, -0.4236
Si, 10.9301, 3.227, 17.2914, 0.0346, 0.2209, -0.4628
Si, 5.3195, 8.3346, 18.0079, 0.101, -0.0563, -0.5012
O, 0.0174, -1.151, -0.6027, -0.0667, 0.3675, 0.044
O, 0.9705, 3.2197, -2.8068, -0.0034, -0.3102, 0.4332
O, 0.9904, 1.3241, -0.9738, -0.2609, -0.2444, 0.3061
O, -0.0953, 5.7714, -0.365, -0.1064, -0.0848, 0.4914
O, -0.0783, 8.075, -1.5905, 0.0168, 0.0884, 0.6467
O, 3.1711, -0.3357, -1.2722, 0.3759, -0.4163, 0.3272
O, 5.1788, -1.8569, -0.7872, -0.3564, 0.0804, -0.0402
O, -3.806, -1.3633, -4.1378, 0.0947, 0.0686, -0.0415
O, 2.1136, 2.446, -5.9707, 0.0336, -0.1794, -0.3849
O, 3.9043, 7.5896, -1.3971, 0.2888, 0.076, 0.5477
O, 3.577, 10.1606, -3.6441, -0.0039, 0.0687, 0.0763
O, 7.954, 1.0036, -1.9068, 0.0003, -0.4092, 0.4537
O, 8.0851, -1.5396, -1.4408, -0.017, 0.54, 0.1943
O, 7.9187, 4.3748, -1.3806, -0.0654, -0.1468, 0.671
O, 7.5341, 5.9214, 0.5701, 0.0984, -0.2295, -0.4866
O, 6.7183, 7.5945, -1.3023, 0.0063, 0.2186, 0.5763
O, 5.4083, 8.4593, -3.3336, -0.0617, 0.0991, 0.5117
O, -1.7332, -0.0156, 11.5209, 0.078, 0.0659, 0.1309
O, 0.5221, 0.3732, 12.855, 0.1299, 0.0521, -0.7193
O, 2.8088, 7.1668, 12.4673, 0.4136, 0.1692, -0.4297
O, -0.1842, 5.0332, 12.692, -0.0177, -0.5049, -0.7891
O, -4.3302, 7.623, 14.3373, -0.0729, -0.2877, -0.3172
O, -1.3353, 10.1235, 16.7943, 0.0513, -0.1632, 0.2815
O, 2.8101, 3.9548, 11.778, 0.3444, -0.0378, -0.3135
O, 3.3046, -3.9507, 15.0447, 0.0892, 0.01, -0.266
O, 5.3797, 4.2194, 11.2327, -0.2354, -0.0628, 0.1684
O, 7.7374, -0.5387, 12.9245, 0.0753, 0.2443, -0.7883
O, 9.6131, 7.7212, 10.4341, -0.0701, 0.0634, 0.2508
O, 0.929, 6.7086, 14.4166, -0.1145, -0.0901, -0.4853
O, 7.3523, 3.4646, 12.543, -0.1022, 0.2193, -0.5838
O, 13.9364, 1.0561, 16.5352, -0.0767, -0.0726, 0.4773
O, 9.5591, 3.8924, 11.2692, 0.1293, -0.026, 0.1276
O, 7.8475, -4.6467, 12.0499, -0.2416, 0.146, -0.19
O, 7.862, 14.6454, 16.1582, 0.324, -0.0379, 0.3282
O, 4.6855, 3.2133, 13.5519, 0.0178, 0.2644, -0.4278
O, 3.1393, 0.0629, 13.8953, -0.1556, 0.1828, -0.2773
O, 3.1666, 2.8988, 18.4557, 0.0916, 0.1144, 0.5084
O, 5.0017, -0.0757, 12.0535, -0.5635, 0.2289, -0.5061
O, 2.9144, 5.0629, 14.1839, -0.0463, -0.1065, -0.4316
O, 4.7283, 9.5015, 13.9233, -0.0223, 0.3149, 0.062
O, 8.4035, 0.9629, 15.0251, -0.1051, -0.0807, 0.3226
O, 8.8027, -3.5147, 16.4321, -0.1173, 0.0926, -0.0182
O, 5.9491, -6.0234, 13.4889, 0.1163, -0.1354, -0.2928
O, 11.2742, 7.6836, 12.3863, 0.0782, 0.0402, -0.6189
O, -0.7312, 3.2706, 18.8975, 0.1349, 0.145, 0.1419
O, 2.5431, 0.8645, 11.5186, 0.4151, -0.1494, 0.1355
O, 5.4059, 7.641, 12.0672, -0.5646, -0.0317, -0.1829
O, 1.2241, 10.1342, 16.8307, -0.0984, 0.1199, 0.3801
O, -1.7534, 6.6413, 14.338, 0.0714, 0.005, -0.0811
O, 5.8445, 0.2302, 14.5504, -0.0253, -0.2615, -0.3587
O, 10.0768, 4.4938, 16.7058, -0.142, -0.3292, 0.2562
O, 3.5712, 5.3978, 19.3748, 0.2544, 0.2986, 0.4654
O, 7.8724, 5.6902, 15.949, 0.169, 0.0754, -0.0067
O, 10.1894, 1.8852, 16.7281, -0.1577, 0.2049, 0.205

Results
free energy: -36730.708 eV
free energy less fixed offsets of O -463.61, Si -117.95 eV per atom: -18.718 eV
pressure: -1.18 GPa
stress xx, yy, zz, yz, xz, xy (GPa, positive in tension): 0.6, 0.1, 2.83, 0.24, 0.86, 0.38
